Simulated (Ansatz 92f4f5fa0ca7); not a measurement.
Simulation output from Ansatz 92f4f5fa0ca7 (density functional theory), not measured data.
Periodic cell of 222 atoms, Si131O89P2, from a study of silicon, its oxide and their interface. The atomic structure is a simulated model.
Doubt: the cutoff is far below the 930 eV that the study's wrapper takes by default for these files, so forces and energies are approximate.

Settings: functional PBE; potential files Ansatz PAW; basis plane waves; wave-function cutoff 580 eV; density cutoff ratio 5; exchange-correlation grid ratio 1; k mesh 1 x 1 x 1, Gamma-centred; self-consistency stop 5e-08 eV per atom in the density residual; occupations fixed; spin none; net charge 0.

Cell vectors (angstrom)
a 10.938 0 0
b 0 10.938 0
c 0 0 32.1988

Atoms: element, x, y, z (angstrom)
Si 10.5832 0.2338 24.8618
Si 5.7363 10.6852 24.7507
Si 2.4702 2.9241 24.6437
Si 8.4216 2.4642 24.821
Si 0.2659 5.1745 24.7521
Si 5.1545 5.7534 24.6833
Si 2.9319 8.0125 24.5896
Si 7.934 8.4464 24.7354
Si 1.3233 1.388 26.0388
Si 6.8442 1.3161 26.1196
Si 4.0434 4.1109 25.9817
Si 9.5973 4.0666 26.0774
Si 1.3915 6.8348 25.9906
Si 6.7658 6.8563 26.0234
Si 4.0945 9.5408 25.9939
Si 9.4641 9.5775 26.1439
Si 2.725 -0.0031 27.349
Si 8.1587 -0.0122 27.5506
Si 0.0042 2.7294 27.4809
Si 5.438 2.7512 27.3635
Si 2.7251 5.4754 27.4177
Si 8.1814 5.477 27.3577
Si -0.0068 8.1895 27.3719
Si 5.4343 8.2062 27.4393
Si 4.0785 1.3725 28.7362
Si 9.5766 1.3638 28.8489
Si 1.3663 4.1234 28.8116
Si 6.8228 4.1072 28.7377
Si 4.0921 6.8238 28.8001
Si 9.5569 6.8285 28.7443
Si 1.3687 9.5654 28.7352
Si 6.7764 9.5499 28.8574
Si 0.0156 -0.0178 30.1536
Si 5.4367 0.0217 30.1566
Si 2.7347 2.7367 30.1438
Si 8.188 2.7495 30.1464
Si -0.0147 5.4801 30.1473
Si 5.4723 5.4637 30.145
Si 2.7236 8.2067 30.139
Si 8.2046 8.1927 30.1499
Si 1.3673 1.3673 31.515
Si 6.8362 1.3673 31.515
Si 4.1018 4.1018 31.515
Si 9.5708 4.1018 31.515
Si 1.3673 6.8362 31.515
Si 6.8362 6.8362 31.515
Si 4.1018 9.5708 31.515
Si 9.5708 9.5708 31.515
Si 2.7345 0 0.6835
Si 8.2035 0 0.6835
Si 0 2.7345 0.6835
Si 5.469 2.7345 0.6835
Si 2.7345 5.469 0.6835
Si 8.2035 5.469 0.6835
Si 0 8.2035 0.6835
Si 5.469 8.2035 0.6835
Si 4.1169 1.3581 2.0506
Si 9.5597 1.3573 2.0484
Si 1.3504 4.1363 2.0204
Si 6.849 4.0849 2.0657
Si 4.0968 6.8345 2.0491
Si 9.5756 6.8334 2.0553
Si 1.3769 9.5524 2.0603
Si 6.84 9.5762 2.0342
Si -0.0362 -0.0505 3.3841
Si 5.4959 -0.0146 3.4411
Si 2.7444 2.7918 3.3173
Si 8.196 2.6907 3.4631
Si 0.0082 5.4737 3.4412
Si 5.4806 5.4741 3.3915
Si 2.7524 8.1895 3.4621
Si 8.1977 8.2155 3.3767
Si 1.3236 1.4366 4.6062
Si 6.8636 1.2899 4.8663
Si 4.1158 4.0982 4.7302
Si 9.5718 4.0869 4.7895
Si 1.385 6.8153 4.8339
Si 6.8149 6.8866 4.7369
Si 4.1503 9.5543 4.8258
Si 9.5504 9.5204 4.79
Si 2.7359 0.1641 5.9459
Si 8.2082 -0.1195 6.2674
Si 0.008 2.6803 6.1261
Si 5.3955 2.6739 6.1257
Si 2.8129 5.4385 6.1563
Si 8.1353 5.4653 6.0549
Si 0.0033 8.1888 6.1848
Si 5.526 8.207 6.2679
P 3.9136 1.4685 7.4479
Si 9.7903 1.0941 7.4707
Si 1.7171 3.7408 7.3545
Si 6.5653 4.3401 7.4261
Si 4.3747 6.596 7.5277
Si 9.3427 6.9193 7.4359
Si 1.1738 9.9644 7.2861
Si 7.1726 9.1934 7.7183
O 8.2881 8.0202 8.0566
O 2.8226 2.6366 7.9721
O 9.5185 1.3542 24.2531
O 4.0505 6.8697 24.1228
O 0.0433 0.0447 7.9825
O 5.46 5.4373 8.0091
O 6.8418 9.5751 24.1941
O 1.3599 4.0656 24.1661
O 3.8262 7.3359 8.9213
O 1.0534 4.4038 8.6924
O 9.8647 6.0278 8.7403
O 2.1938 9.4199 8.4552
O 7.402 3.8129 8.7462
O 6.7257 9.5976 9.2644
O 8.9959 1.6858 8.791
O 7.6906 3.145 23.5205
O 10.4936 5.8503 23.4391
O 5.0941 0.4608 23.4221
O 5.8605 5.1 23.3479
O 3.095 2.2161 23.2789
O 2.3028 8.7208 23.2153
O 8.622 7.7677 23.3996
O 0.2477 10.3365 23.6018
Si 4.384 1.58 22.481
Si 3.522 7.9528 14.0425
Si 7.1357 0.9739 14.704
Si 0.9479 9.3618 22.5232
Si 1.2401 4.3252 11.9032
Si 6.2965 8.9749 15.3455
Si 0.6908 1.3881 12.2974
Si 8.6343 4.962 20.5189
Si 0.3947 5.7152 9.3694
Si 5.1146 3.1334 18.001
Si 0.8809 3.7435 16.7307
Si 10.4218 2.8677 19.2373
P 5.1177 1.1042 10.5016
Si 0.8949 0.1891 19.8521
Si 6.7358 9.4799 10.9084
Si 9.3508 9.6882 18.3291
Si 9.4682 9.2426 12.586
Si 6.5651 3.8475 22.5812
Si 2.4468 8.1043 9.3623
Si 10.6028 7.372 17.0877
Si 2.5179 6.302 16.5747
Si 10.1975 4.4939 14.1678
Si 6.1485 9.1938 18.5347
Si 7.7886 2.4651 9.5697
Si 8.8761 2.1387 12.4237
Si 5.3468 6.2523 18.0827
Si 3.9288 0.5574 19.4954
Si 4.3553 3.8738 12.1568
Si 5.5869 6.6363 12.169
Si 8.0181 2.5178 17.2559
Si 4.3812 2.5151 15.0158
Si 1.5611 1.2195 15.2626
Si 1.6316 9.444 12.0401
Si 8.0932 6.8728 13.9045
Si 10.4158 9.8444 15.4993
Si 9.8064 7.0267 22.5551
Si 8.1182 5.493 17.4189
O 6.1073 7.9841 11.3202
O 6.0262 9.2158 16.9187
O 7.7543 1.3558 13.2625
O 0.8839 1.7406 13.8795
O 9.4506 6.2477 16.8932
O 6.7912 6.2406 13.1827
O 5.1477 4.6772 18.6517
O 9.2399 2.1743 18.3014
O 2.3773 0.1016 19.0869
O 9.435 10.242 16.7687
O 2.8537 4.4071 11.755
O 5.0768 10.3297 19.1277
O 9.4433 3.307 13.3747
O 0.4761 1.7813 19.9599
O 3.1717 1.3941 15.0528
O 8.1735 5.3857 19.031
O 3.9016 6.5835 17.3932
O 4.5737 3.2816 16.4547
O 9.0934 5.674 14.3345
O 5.4375 2.77 22.1247
O 10.6534 4.0838 15.6633
O 0.3487 3.8809 18.2691
O 10.4358 10.5288 19.2203
O 9.6994 10.0436 14.032
O 10.9047 8.1338 22.0902
O 1.2187 2.1625 16.541
O 9.7612 3.7781 20.4249
O 8.1288 4.039 16.6968
O 0.0295 9.0906 11.9231
O 6.5996 2.433 18.0613
O 5.7906 10.7795 11.3947
O 7.7621 9.6025 18.8516
O 10.0481 1.0435 12.0262
O 1.2343 7.0711 9.0789
O 0.6687 4.7828 13.3712
O 5.7078 7.6324 18.9958
O 5.2804 5.122 11.5645
O 2.727 7.0192 15.1239
O 0.9339 2.7703 11.4808
O 0.9018 10.6843 15.5688
O 2.464 8.6371 10.8931
O 4.9141 2.4464 11.5278
O 4.2787 3.6186 13.7964
O 2.1802 4.7 16.447
O 10.7198 8.2524 15.7069
O 6.9418 10.3083 14.7009
O 2.401 8.9927 13.4239
O 8.0369 1.5221 15.9616
O 4.1581 7.0264 12.8625
O 4.1919 2.0231 18.7825
O 7.3024 4.4106 21.26
O 8.2915 2.8268 11.0707
O 1.1951 6.8755 17.37
O 5.6806 1.62 14.7832
O 8.2501 9.7346 11.5625
O 9.1951 6.3049 21.2399
O 9.0138 7.7234 12.894
O 1.6757 0.1497 11.8773
O 6.6523 6.1601 17.0765
O 7.4476 7.8274 15.0796
O 1.2133 10.3092 21.2316
O 10.0367 8.2068 18.3609
O 3.941 0.8325 21.1096
O 0.4161 5.3707 10.9495
O 6.4214 1.5658 9.635
O 4.8157 8.7061 14.702

Results
free energy: -135403.760 eV
free energy less fixed offsets of O -568.88, P -755.39, Si -635.61 eV per atom: 2.250 eV

Forces (eV/angstrom), in the order of the atoms: element, x, y, z
Si 0.0235 -0.0268 0.0031
Si -0.006 0.0192 -0.0437
Si 0.0158 -0.0084 -0.0219
Si -0.0205 0.0151 -0.0447
Si 0.0075 0.0032 -0.0455
Si -0.0063 -0.0091 -0.0229
Si -0.001 -0.006 -0.0199
Si 0.0264 -0.0178 -0.0293
Si 0.0068 0.014 -0.0025
Si 0.0086 -0.011 0.0368
Si -0.0052 0.0056 0.0117
Si 0.0084 -0.0021 0.0165
Si 0.0121 0.0105 0.0238
Si 0.0024 0.0121 0
Si -0.0003 0.0024 0.0088
Si -0.0169 0.0083 0.024
Si -0.017 0.0055 -0.0682
Si -0.0061 -0.0274 0.1251
Si 0.0157 0.0007 0.0894
Si -0.0094 0.0024 -0.0587
Si 0.0152 -0.0005 0.0321
Si -0.0034 -0.0066 -0.0601
Si -0.0079 -0.0055 -0.0532
Si -0.0142 -0.0288 0.0587
Si 0.0321 -0.0106 0.066
Si -0.0487 -0.0017 -0.1287
Si -0.0295 -0.047 -0.0882
Si 0.0132 -0.0315 0.0767
Si -0.0182 0.0187 -0.0558
Si 0.0103 0.015 0.0573
Si -0.0109 -0.0026 0.0768
Si 0.0981 0.0411 -0.1457
Si 0.0374 -0.0245 0.002
Si -0.0549 0.064 0.0313
Si -0.0004 -0.0102 -0.002
Si -0.008 0.025 0.0273
Si -0.0069 0.022 0.0243
Si 0.0249 -0.0058 -0.0043
Si 0.0032 0.0179 0.0138
Si 0.0178 -0.0168 0.0164
Si 0.0701 -0.0326 0.0059
Si -0.0758 0.0752 -0.051
Si 0.0565 -0.065 -0.003
Si -0.1103 0.0574 -0.036
Si -0.0692 0.0908 -0.0845
Si 0.0182 -0.1123 0.0347
Si -0.1741 0.0253 -0.0153
Si 0.0346 -0.0678 0.0088
Si 0.0185 -0.0971 0.1308
Si -0.0566 0.0684 -0.1949
Si -0.1277 -0.0167 -0.0077
Si 0.1129 -0.0379 0.0601
Si -0.0592 0.2072 -0.2165
Si 0.0793 -0.1393 0.128
Si 0.0843 -0.1155 0.0508
Si -0.0506 0.0217 -0.0394
Si 0.0328 -0.0386 -0.0132
Si -0.0038 -0.035 0.0063
Si -0.0137 0.0019 -0.0309
Si 0.0334 -0.0128 -0.0291
Si 0.0551 0.0131 0.0013
Si 0.0079 -0.0185 -0.0452
Si 0.0483 -0.0259 -0.0118
Si -0.0632 0.0383 -0.0155
Si 0.0254 0.1994 0.0447
Si -0.0561 -0.0152 -0.0521
Si -0.0936 -0.0847 0.1492
Si 0.06 0.0397 -0.0604
Si -0.0592 -0.0096 -0.0335
Si -0.0708 0.0664 -0.0059
Si -0.0284 0.0195 -0.0549
Si 0.0326 -0.0717 0.0674
Si 0.0071 -0.1472 -0.0998
Si -0.0953 0.0255 0.1259
Si 0.2328 0.0101 -0.1735
Si 0.0071 -0.0417 0.104
Si 0.0681 0.0188 0.09
Si -0.0441 -0.0074 -0.0097
Si -0.0441 0.1368 0.1555
Si 0.0366 -0.0123 -0.0318
Si -0.1219 0.1238 -0.0306
Si -0.069 -0.0395 -0.1268
Si 0.0037 0.0581 -0.03
Si -0.1479 0.206 0.1159
Si -0.135 0.0387 -0.0305
Si -0.0239 -0.016 -0.0322
Si -0.0134 0.0353 0.044
Si -0.002 0.0477 -0.0767
P 0.0313 0.0309 0.0192
Si 0.066 0.0318 0.0361
Si 0.0488 -0.065 -0.1039
Si -0.0519 -0.1202 0.0209
Si 0.0401 -0.0068 0.094
Si 0.0645 -0.0795 0.1056
Si 0.0035 -0.0041 -0.0248
Si -0.0498 -0.0746 0.2845
O 0.0472 0.0422 -0.1912
O 0.014 -0.0724 -0.2873
O -0.0047 0.0108 0.0294
O 0 0.0065 0.0049
O 0.0384 -0.0848 -0.0572
O 0.0139 0.0486 -0.0549
O -0.0001 0.0027 0.0339
O -0.0065 0.0041 0.0226
O -0.0614 0.0103 0.0028
O 0.0507 -0.1273 -0.0737
O 0.0118 -0.0006 -0.0352
O -0.0473 0.0772 -0.0526
O 0.0513 -0.0293 0.0569
O 0.0155 0.0349 -0.1141
O 0.0334 0.0204 0.0761
O 0.0122 -0.0012 0.0097
O 0.0157 -0.0129 0.0334
O 0.0079 -0.0154 0.0133
O -0.0073 0.0138 0.0341
O -0.0041 0.0066 0.0184
O 0.0077 -0.0077 0.0285
O -0.005 -0.0001 0.0063
O -0.0181 0.0159 0.003
Si -0.007 -0.019 -0.0394
Si 0.0446 -0.0207 -0.003
Si -0.0066 -0.0106 0.0762
Si -0.0025 0.0092 -0.0413
Si -0.0361 0.0181 0.0562
Si -0.0062 -0.0078 -0.022
Si -0.0258 0.0069 0.039
Si 0.0169 -0.0064 -0.0457
Si -0.0039 0.0785 0.0955
Si 0.0073 0.0053 -0.0338
Si 0.0124 -0.0099 -0.035
Si -0.0079 -0.0061 -0.0495
P -0.7164 0.1047 0.0792
Si -0.0054 0.0156 -0.0496
Si 0.0613 -0.0926 0.0754
Si -0.0051 0.0037 -0.0327
Si 0.0241 -0.0537 -0.0062
Si 0.0136 -0.0118 -0.0348
Si 0.067 -0.0431 0.0604
Si 0.0079 0.0001 -0.0273
Si 0.0074 -0.0094 -0.0368
Si 0.0126 0.014 -0.0075
Si -0.0005 0.0033 -0.042
Si 0.2335 0.1888 -0.0167
Si 0.0893 -0.0104 0.0469
Si -0.0006 -0.0086 -0.0206
Si 0.0191 0.0161 -0.0531
Si -0.0192 0.1708 -0.0007
Si -0.0105 0.0056 0.0173
Si -0.0031 -0.0122 -0.0165
Si -0.0032 0.0296 0.0266
Si 0.0024 -0.0008 -0.0015
Si -0.067 -0.0209 0.0665
Si -0.006 -0.0055 -0.0283
Si 0.0227 0.0095 -0.0154
Si -0.0232 0.0006 -0.0262
Si -0.0035 -0.0031 -0.0396
O 0.0211 0.0756 -0.0222
O 0.0017 0.0021 0.0395
O -0.0643 -0.0022 -0.0512
O -0.0016 -0.0045 -0.0311
O 0.001 0.0055 0.0152
O 0.0249 0.0182 0.0302
O 0.0012 0.0086 0.0202
O 0.0244 0.0044 0.0324
O -0.0046 -0.004 0.0196
O -0.0025 -0.0109 0.0298
O 0.0135 -0.0286 -0.0044
O -0.0076 0.0075 0.0169
O -0.0199 -0.0115 -0.0452
O 0.007 -0.0084 0.0239
O 0.015 -0.0146 0.005
O 0.0062 -0.0012 0.0418
O 0.0112 0.0031 0.0153
O 0.0101 -0.0076 0.0108
O 0.0087 -0.0071 0.0241
O 0.0064 0.0075 0.0195
O 0.0113 -0.004 0.0101
O -0.0049 -0.0003 0.0314
O 0.018 0.0035 0.0258
O -0.003 0.001 0.008
O 0.0065 0.0021 0.0176
O 0.0053 0.0035 0.0131
O -0.0069 0.0135 0.0272
O -0.0015 0.0098 0.0123
O 0.0329 0.0113 -0.0125
O -0.0033 0.0036 0.0147
O 0.171 0.0031 0.0892
O 0.0099 -0.0002 0.0135
O 0.0109 0.0316 0.0024
O 0.009 -0.0191 -0.0126
O 0.0158 0.003 -0.0128
O 0.0048 0.0004 0.0193
O 0.0013 -0.0578 -0.0101
O -0.0049 -0.0144 0.0161
O 0.0276 -0.0092 -0.0237
O -0.0044 0.0015 0.0001
O 0.0182 0.0062 -0.0447
O 0.2199 -0.2378 -0.1065
O -0.0108 -0.0047 0.0278
O -0.0001 0.0106 0.0172
O -0.0027 -0.0049 0.023
O 0.0119 0.0097 -0.0032
O -0.0126 0.0277 -0.0317
O 0.0054 0.008 0.0034
O -0.0253 0.015 0.0176
O -0.0093 -0.0227 0.0294
O -0.0094 -0.0103 0.0296
O -0.0955 -0.0458 -0.0717
O -0.0093 0.0071 0.0183
O -0.004 0.0105 -0.0319
O 0.0045 0.0342 -0.0142
O 0.0081 0.0181 0.0244
O 0.0028 0.0055 0.0072
O 0.0299 -0.0092 0.0022
O 0.0103 -0.0009 0.0153
O 0.0029 0.0102 0.0109
O 0.0024 -0.017 0.0337
O 0.0036 0.002 0.0213
O 0.0047 0.0038 0.0471
O 0.001 -0.0089 -0.0639
O 0.08 -0.1841 0.1507
O 0.0191 0.0099 0.019

The program warned: the cutoff lies below the one the program advises for these potential files; the forces do not sum to zero within the program's tolerance; the exchange-correlation potential is rough where the density is thin.
